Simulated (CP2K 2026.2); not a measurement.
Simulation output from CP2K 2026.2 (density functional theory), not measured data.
Periodic cell of 510 atoms, Si360O150, from a study of silicon, its oxide and their interface. The atomic structure is a simulated model.
Doubt: the forces sum to 2.68 eV/angstrom along one axis rather than to zero, so they err by at least 0.0052 eV/angstrom per atom on average; the grid cutoff is modest.

Settings: functional PBE; method Gaussian and plane waves; basis set DZVP-MOLOPT-SR-GTH; pseudopotentials GTH-PBE; grid cutoff 350 Ry, relative cutoff 50 Ry; k points Gamma only; occupations fixed; spin none; net charge 0.

Cell vectors (angstrom)
a 16.32 0 0
b 0 16.32 0
c -0.9056 7.3126 34.2287

Atoms and the computed forces on them: element, x, y, z (angstrom), force x, y, z (eV/angstrom)
Si 13.832 22.507 34.162 0.214 -0.167 0.724
Si 0.874 1.975 0.054 -0.328 0.17 0.658
Si 15.39 3.762 0.052 0.26 -0.231 0.548
Si 1.834 6.435 0.063 0.056 -0.009 -0.058
Si 14.49 9.975 0.232 -0.061 0.149 0.661
Si 1.955 11.865 0.343 -0.049 -0.38 0.491
Si 4.516 14.241 0.199 0.059 0.014 -0.032
Si 6.092 8.363 34.222 -0.099 0.096 0.725
Si 3.575 4.715 0.056 -0.138 0.184 0.571
Si 7.256 6.425 0.162 -0.036 -0.008 -0.079
Si 3.596 10.081 0.431 -0.075 -0.017 0.019
Si 6.249 12.537 0.327 -0.163 0.305 0.479
Si 8.362 22.502 34.139 0.124 -0.184 0.705
Si 11.587 8.437 34.171 -0.126 0.137 0.734
Si 8.931 4.66 0.017 -0.199 0.037 0.576
Si 11.068 14.309 34.175 0.171 -0.037 0.732
Si 9.736 9.135 0.169 0.055 0.058 0.686
Si 12.82 11.701 0.093 0.06 -0.125 0.715
Si -0.004 16.403 1.251 0.024 0.024 -0.08
Si 2.657 2.888 1.301 0.002 0.01 -0.041
Si 0.101 5.442 1.343 -0.043 -0.032 -0.032
Si 2.69 8.17 1.457 0.033 0.024 0.005
Si 0.032 10.901 1.354 0.008 0.019 0.002
Si 2.87 13.497 1.721 0.048 -0.017 0.085
Si 5.416 16.187 1.276 -0.035 -0.032 -0.062
Si 8.094 2.761 1.236 0.03 -0.02 -0.016
Si 5.419 5.504 1.342 -0.008 -0.002 0.004
Si 8.231 8.027 1.558 0.026 0.047 -0.026
Si 5.331 10.931 1.722 0.04 0.002 -0.033
Si 8.104 13.627 1.298 0.018 -0.013 -0.073
Si 10.863 16.326 1.244 0.001 0.007 -0.032
Si 13.652 2.709 1.274 0.032 -0.009 -0.061
Si 10.787 5.459 1.292 -0.028 -0.011 -0.04
Si 13.526 8.16 1.36 -0.033 0.011 -0.077
Si 10.943 10.828 1.279 0.033 0.044 -0.053
Si 13.653 13.571 1.284 -0.02 -0.029 -0.031
Si 14.947 1.346 2.713 0.031 0.003 0.012
Si 1.385 4.138 2.818 -0.015 0.015 0.008
Si 14.965 6.797 2.637 -0.001 -0.005 0.006
Si 1.265 9.469 2.791 0.033 0.057 -0.054
Si 15.035 12.306 2.727 -0.021 -0.031 -0.056
Si 1.365 15.025 2.67 -0.048 0.004 -0.016
Si 4.035 1.363 2.55 0.031 0.004 -0.012
Si 6.711 4.027 2.683 -0.012 0.037 -0.032
Si 4.15 6.888 2.778 -0.016 -0.04 -0.035
Si 6.826 9.479 2.779 0.007 -0.021 0.039
Si 4.092 12.214 3.183 -0.002 -0.02 0.002
Si 6.804 14.965 2.755 -0.057 0.002 0.005
Si 9.532 1.429 2.609 -0.024 -0.03 -0.008
Si 12.225 4.075 2.582 -0.009 -0.01 0.003
Si 9.571 6.709 2.889 0.007 0.029 0.006
Si 12.207 9.501 2.778 0.014 -0.014 -0.003
Si 9.527 12.228 2.59 -0.002 -0.017 0.009
Si 12.206 14.916 2.617 0.031 0.04 -0.015
Si 13.565 16.286 4.023 -0.006 -0.004 -0.012
Si -0.01 2.723 4.085 -0.007 -0.039 -0.018
Si 13.59 5.425 3.983 -0.009 0.008 0.013
Si -0.074 8.125 4.123 -0.048 0.008 -0.009
Si 13.626 10.905 4.051 -0.021 -0.027 0
Si 0.028 13.667 4.087 0.038 -0.004 0.035
Si 2.719 16.376 4.026 0.005 -0.028 0.009
Si 5.386 2.662 4.029 -0.019 -0.011 0.009
Si 2.77 5.497 4.119 -0.019 -0.01 -0.017
Si 5.48 8.172 4.183 0.016 0.022 0.021
Si 2.622 10.788 4.245 0.032 -0.017 0.017
Si 5.521 13.665 4.26 0.016 0.003 -0.001
Si 8.181 16.374 4.027 0.037 0.024 -0.037
Si 10.899 2.729 4.009 -0.018 0.007 0.009
Si 8.115 5.345 4.1 0.022 0.004 -0.019
Si 10.896 8.145 4.174 -0.005 0.019 0.013
Si 8.207 10.889 4.047 -0.005 0.034 0.035
Si 10.858 13.582 4.008 0.011 -0.01 -0.008
Si 14.94 14.978 5.429 0.005 0.005 -0.001
Si 1.362 1.372 5.432 0.008 0.017 -0.002
Si 14.93 4.084 5.405 -0.005 0.015 -0.002
Si 1.351 6.805 5.464 0.026 0.006 0.014
Si 14.926 9.528 5.459 0 0.011 -0.002
Si 1.315 12.266 5.497 -0.005 -0.027 -0.017
Si 4.067 15.035 5.468 -0.018 0.013 -0.015
Si 6.793 1.362 5.411 -0.019 -0.005 0.005
Si 4.085 4.06 5.433 0.002 0.008 0.004
Si 6.822 6.758 5.477 -0.021 0.011 0.017
Si 4.074 9.485 5.537 -0.019 0.014 0.015
Si 6.881 12.232 5.491 -0.001 -0.016 -0.008
Si 9.527 14.975 5.383 -0.007 -0.022 0.001
Si 12.231 1.352 5.385 0.018 0.011 0.005
Si 9.526 4.032 5.43 -0.01 -0.013 0.005
Si 12.283 6.767 5.444 0.027 -0.01 -0.01
Si 9.521 9.531 5.465 -0.02 0.013 -0.002
Si 12.235 12.251 5.4 -0.004 -0.017 -0.004
Si -0.006 16.331 6.787 0.004 0.001 0.004
Si 2.715 2.725 6.803 -0.009 -0.003 -0.001
Si -0.018 5.427 6.79 -0.006 0.007 -0.001
Si 2.703 8.133 6.863 0.019 -0.001 0.013
Si -0.039 10.889 6.83 0.009 0.017 0.004
Si 2.719 13.626 6.809 0.013 -0.007 -0.004
Si 5.445 16.357 6.821 -0.006 -0.005 0.012
Si 8.159 2.698 6.796 0.012 -0.003 0.004
Si 5.443 5.408 6.815 0.011 -0.003 0.002
Si 8.166 8.154 6.815 -0.001 -0.007 0.008
Si 5.46 10.888 6.823 -0.003 0.008 -0.001
Si 8.212 13.623 6.813 -0.009 -0.014 0.002
Si 10.881 16.32 6.766 0 0.009 -0.01
Si 13.584 2.713 6.766 -0.002 -0.017 -0.001
Si 10.884 5.419 6.78 -0.011 0.014 -0.004
Si 13.598 8.149 6.819 -0.008 0.007 0.004
Si 10.895 10.895 6.798 -0.002 -0.013 -0.001
Si 13.587 13.604 6.784 0.013 0.003 -0.004
Si 14.96 17.687 13.596 0 -0.008 0.002
Si 1.372 4.093 13.584 0 0.008 -0.012
Si 14.951 6.817 13.613 0.021 -0.003 0
Si 1.343 9.513 13.588 0.015 0.002 -0.008
Si 14.947 12.223 13.579 0 0.02 -0.009
Si 1.355 14.96 13.599 0.01 -0.003 0.004
Si 4.084 17.688 13.591 0.001 -0.006 -0.006
Si 6.808 4.092 13.596 0.004 -0.014 -0.008
Si 4.099 6.806 13.599 0.004 0.015 -0.004
Si 6.814 9.513 13.624 -0.001 -0.015 0.008
Si 4.08 12.232 13.603 -0.004 0.009 0
Si 6.811 14.948 13.596 -0.01 0.001 -0.01
Si 9.532 17.684 13.597 -0.013 0.005 -0.007
Si 12.243 4.092 13.609 0 -0.009 0.001
Si 9.522 6.801 13.613 0 -0.002 0.001
Si 12.24 9.519 13.612 -0.016 0.013 -0.005
Si 9.516 12.229 13.618 -0.002 -0.018 0
Si 12.213 14.945 13.596 0.006 0.003 -0.009
Si 13.571 16.32 14.925 0.007 -0.009 -0.017
Si 0.01 19.065 14.936 0.012 0.014 -0.005
Si 13.588 5.468 14.976 -0.001 -0.002 -0.007
Si -0.038 8.203 14.98 -0.028 0.018 0.011
Si 13.629 10.852 14.973 0.029 -0.016 -0.001
Si -0.028 13.586 14.926 -0.002 -0.028 -0.008
Si 2.732 16.322 14.946 -0.016 0 0.002
Si 5.428 19.071 14.944 -0.023 0.033 0.001
Si 2.757 5.428 14.948 0.019 -0.037 0.001
Si 5.459 8.143 14.983 -0.003 -0.004 -0.004
Si 2.716 10.848 14.942 -0.022 0.002 -0.005
Si 5.448 13.595 14.959 0.007 -0.021 0.008
Si 8.205 16.283 14.944 0.033 -0.008 0.001
Si 10.878 19.053 14.964 -0.002 0.003 -0.004
Si 8.158 5.444 14.976 -0.022 0.005 -0.003
Si 10.876 8.168 14.975 0.003 0.005 -0.007
Si 8.178 10.864 14.997 0.005 0.029 -0.008
Si 10.855 13.597 14.986 -0.033 0.028 0
Si 14.961 14.994 16.259 0.011 -0.016 0.006
Si 1.436 17.765 16.283 0.002 0.013 -0.019
Si 14.917 4.049 16.293 0.011 0.005 -0.036
Si 1.369 6.813 16.22 -0.003 0.002 -0.012
Si 14.938 9.528 16.451 -0.016 -0.007 -0.024
Si 1.265 12.145 16.26 -0.023 -0.013 -0.018
Si 4.04 14.913 16.306 0.008 -0.013 0.017
Si 6.826 17.681 16.196 0.014 0.018 -0.003
Si 4.114 4.108 16.384 0.018 0.004 -0.012
Si 6.759 6.735 16.374 -0.002 -0.025 -0.035
Si 4.127 9.548 16.312 -0.019 0.002 0.016
Si 6.85 12.28 16.331 -0.006 0.007 -0.017
Si 9.514 14.945 16.41 0.003 0.01 -0.019
Si 12.173 17.616 16.304 -0.017 0.011 -0.032
Si 9.585 4.157 16.326 -0.003 0.002 -0.004
Si 12.294 6.897 16.352 0.048 -0.004 -0.015
Si 9.486 9.452 16.372 0.006 -0.009 0.026
Si 12.247 12.215 16.27 -0.007 0.001 -0.006
Si 0.03 16.418 17.533 -0.023 -0.038 0.031
Si 2.772 19.081 17.754 -0.016 -0.029 -0.012
Si -0.009 5.463 17.535 0.023 -0.015 0.021
Si 2.745 8.138 17.574 0.002 -0.036 0.039
Si -0.011 10.88 17.821 0.008 -0.011 -0.007
Si 2.598 13.481 17.57 0.012 0.027 0.011
Si 5.477 16.325 17.53 0 -0.007 0.068
Si 8.189 19.039 17.528 -0.006 0.018 0.046
Si 5.448 5.41 17.858 -0.002 0.024 0.019
Si 8.081 8.073 17.744 0.036 0.045 0.042
Si 5.492 10.947 17.669 -0.009 -0.031 0.036
Si 8.158 13.595 17.809 -0.025 -0.008 -0.016
Si 10.879 16.29 17.794 0.018 0.034 0.006
Si 13.516 18.976 17.615 0.032 0.015 0.059
Si 10.944 5.584 17.696 -0.054 -0.018 0.03
Si 13.58 8.2 17.883 -0.015 0.017 -0.017
Si 10.921 10.828 17.629 0.008 0.018 0.019
Si 13.595 13.612 17.583 0.002 0.005 0.031
Si 14.946 17.656 18.952 -0.003 -0.014 0.006
Si 1.32 4.181 18.972 0.013 -0.002 0.086
Si 15.044 6.74 19.061 -0.009 0.006 0.073
Si 1.442 9.423 19.036 -0.023 0.021 0.064
Si 14.901 12.354 19.076 0.011 0.003 0.069
Si 1.294 14.964 18.832 0.011 -0.02 -0.018
Si 3.102 15.889 19.988 -0.006 -0.022 -0.004
Si 6.932 20.276 19.061 -0.014 0.023 0.03
Si 3.99 6.849 19.116 -0.004 -0.021 0.026
Si 6.752 9.514 19.078 -0.013 0.019 -0.022
Si 3.999 12.221 18.972 -0.027 -0.014 -0.016
Si 6.708 15.019 19.057 0.007 -0.006 0.074
Si 9.444 17.727 19.008 0.005 -0.016 0.062
Si 12.252 4.113 18.977 0.045 0.008 0.021
Si 9.535 6.833 19.167 -0.04 0.036 0.025
Si 12.174 9.613 19.256 0.006 0.002 0.077
Si 9.607 12.151 19.022 -0.02 0.033 0.028
Si 12.293 14.874 19.092 -0.017 0 0.057
Si 14.099 15.87 20.263 0.211 -0.219 -0.617
Si -0.495 19.513 20.083 -0.036 0.103 -0.639
Si 14.137 4.883 20.189 0.065 -0.075 -0.726
Si 0.501 7.675 20.325 0.237 -0.341 -0.638
Si 13.159 11.475 20.431 -0.293 0.105 -0.669
Si -0.452 14.19 20.22 -0.038 0.008 0.024
Si 4.227 17.665 18.993 0.02 0.044 0.046
Si 6.042 18.462 20.332 0.049 -0.027 -0.024
Si 2.208 5.879 20.377 -0.029 0.009 -0.02
Si 4.908 8.667 20.346 -0.154 0.177 -0.507
Si 2.579 11.376 22.359 0.23 -0.364 -0.726
Si 4.762 14.154 20.111 -0.009 0.051 -0.005
Si 7.747 16.725 20.342 0.021 0.064 0.058
Si 10.449 19.526 20.172 -0.321 0.137 -0.587
Si 8.726 4.912 20.304 0.027 -0.064 -0.019
Si 10.294 8.715 20.476 -0.14 0.182 -0.591
Si 8.573 10.433 20.269 -0.003 -0.008 0.011
Si 11.321 13.105 20.363 0.013 -0.045 0.031
Si 13.323 16.877 23.232 0.033 0.023 -0.114
Si 15.569 13.031 24.797 -0.082 0.029 -0.081
Si 2.369 16.171 22.133 0.188 0.021 -0.596
Si 14.065 10.764 23.456 -0.021 0.113 -0.218
Si 14.151 5.538 23.322 0.057 -0.141 -0.182
Si 0.597 13.74 22.254 -0.304 0.139 -0.632
Si 15.685 8.211 23.226 0.043 -0.008 -0.214
Si 5.648 19.519 22.37 0.07 -0.412 -0.621
Si 5.868 7.769 29.015 -0.084 -0.056 -0.019
Si 6.079 7.623 23.134 0.193 0.502 0.271
Si 3.171 10.402 20.298 0.017 -0.018 0.038
Si 5.11 13.163 22.15 -0.1 0.278 -0.615
Si 8.683 16.26 22.49 -0.283 0.105 -0.727
Si 10.01 20.848 24.816 -0.006 0.017 -0.21
Si 7.98 5.2 22.503 0.189 -0.098 -0.635
Si 12.033 6.79 25 -0.1 0.031 0.009
Si 7.769 11.544 22.159 0.253 -0.396 -0.589
Si 10.208 13.549 22.408 0.291 -0.126 -0.598
Si 14.602 17.613 27.325 -0.021 -0.027 -0.116
Si 4.302 15.664 28.522 0.054 -0.051 -0.06
Si 10.748 12.068 27.608 0.064 0.009 -0.082
Si 15.408 10.056 28.167 0.02 0.072 0.003
Si 2.977 20.987 22.279 -0.258 0.401 -0.579
Si 8.292 11 31.234 -0.06 0.107 0.065
Si 1.945 9.129 24.481 0.118 0.065 -0.095
Si 12.025 7.195 29.662 0.022 -0.04 0.006
Si 12.727 16.954 29.572 0.022 0.155 0.05
Si 11.428 19.257 31.143 -0.025 -0.093 0.184
Si 2.788 19.176 30.583 -0.035 0.012 0.128
Si 5.651 14.62 32.325 0.181 -0.243 0.617
Si 13.688 15.155 25.802 0.001 0.03 0.076
Si 9.374 19.857 27.562 0.041 -0.06 -0.011
Si 7.046 18.279 32.621 -0.117 -0.016 0.093
Si 3.909 12.085 31.387 -0.069 0.047 0.215
Si 10.263 8.89 23.632 -0.041 0.003 -0.145
Si 13.156 13.044 32.145 -0.074 -0.088 0.178
Si 12.893 11.172 29.747 -0.026 0.106 -0.029
Si 3.321 6.474 27.651 0.023 -0.045 -0.018
Si 13.916 7.686 27.399 0.002 -0.012 -0.032
Si 14.501 15.89 31.832 -0.109 0.043 0.08
Si 14.501 22.519 31.237 0.063 -0.047 0.134
Si 3.562 6.626 24.481 0.126 0.029 -0.016
Si 0.694 19.06 28.314 0.1 -0.004 0.08
Si 4.382 17.336 24.186 0.05 -0.05 -0.049
Si 7.862 12.21 28.453 0.029 0.036 0.018
Si 0.858 18.754 22.747 -0.054 0.114 -0.085
Si 6.747 14.697 27.111 -0.011 -0.034 -0.009
Si 11.218 15.135 27.709 0.028 0.085 -0.057
Si 10.707 18.427 23.071 -0.137 0.026 -0.106
Si 14.962 21.374 28.512 0.013 -0.036 0.009
Si 3.244 18.114 26.807 0.043 -0.024 0.033
Si 2.098 13.659 29.625 0.079 0.035 0.04
Si 2.077 21.209 32.685 0.39 0.04 0.417
Si 10.947 9.379 31.215 -0.04 0.038 0.146
Si 7.35 9.234 24.238 -0.485 -0.402 -0.4
Si 7.293 21.368 29.244 -0.083 -0.088 0.034
Si 0.913 14.794 32.148 -0.101 -0.436 0.667
Si 1.644 8.502 29.07 0.027 0.05 -0.078
Si 3.328 16.71 32.579 -0.052 0.394 0.665
Si 0.749 7.656 31.777 0.006 -0.016 0.082
Si 8.583 16.803 27.974 0.007 -0.048 -0.005
Si 4.541 20.095 28.364 -0.008 0.086 -0.026
Si 1.038 12.337 27.109 0.003 -0.065 0.08
Si 8.715 20.575 31.818 0.116 0.094 0.028
Si 6.777 16.415 30.337 -0.039 -0.081 0.028
Si 14.96 19.13 24.574 0.055 -0.114 0.003
Si 6.356 15.099 24.325 -0.05 0.029 -0.106
Si 6.203 10.048 27.1 -0.012 -0.011 -0.099
Si 12.071 20.729 28.734 -0.045 -0.045 -0.016
Si 3.057 10.197 27.115 0.02 0.023 -0.004
Si 5.659 9.482 31.442 -0.06 0.08 0.127
Si 11.294 11.62 24.48 -0.115 0.071 -0.137
Si 14.953 17.691 8.144 0.012 0.008 0.006
Si 1.346 4.076 8.158 0.01 -0.01 0.003
Si 14.966 6.796 8.166 0.01 0.022 -0.004
Si 1.347 9.534 8.179 0.016 0.014 0
Si 14.927 12.248 8.175 -0.011 -0.029 0.006
Si 1.347 14.972 8.163 -0.013 -0.004 -0.004
Si 4.079 17.703 8.177 0.017 0.018 0.001
Si 6.816 4.068 8.169 -0.004 0.017 0.004
Si 4.081 6.767 8.185 -0.031 -0.025 0.008
Si 6.801 9.51 8.176 -0.002 -0.007 0.004
Si 4.09 12.26 8.161 0.013 0.009 0.014
Si 6.807 14.964 8.155 -0.004 -0.015 0
Si 9.521 17.66 8.151 -0.018 -0.029 0.003
Si 12.235 4.064 8.149 -0.001 -0.008 0.002
Si 9.538 6.792 8.154 0.009 0.013 0.005
Si 12.233 9.515 8.163 -0.001 -0.013 0.004
Si 9.547 12.252 8.173 0.009 0.033 0.007
Si 12.237 14.971 8.145 -0.009 0 -0.001
Si 13.6 16.326 9.508 0.007 0.001 -0.006
Si -0.011 2.721 9.52 -0.003 0.005 -0.007
Si 13.594 5.434 9.513 0.004 -0.002 0.001
Si -0.004 8.162 9.53 0.002 -0.01 0.002
Si 13.586 10.874 9.529 -0.009 0.016 0.003
Si -0.012 13.606 9.52 0.005 0.004 0
Si 2.718 16.325 9.522 0.005 -0.003 -0.006
Si 5.446 2.727 9.534 -0.006 -0.006 0.009
Si 2.711 5.421 9.532 -0.001 0.001 0.006
Si 5.437 8.151 9.53 0.005 0.004 0
Si 2.727 10.892 9.52 0.002 0.003 0.002
Si 5.45 13.607 9.526 -0.007 -0.001 0.004
Si 8.163 16.314 9.522 0.007 -0.005 0.001
Si 10.877 2.709 9.513 -0.009 0.01 0
Si 8.173 5.439 9.519 -0.004 -0.008 -0.006
Si 10.879 8.157 9.525 -0.009 0.009 0.001
Si 8.171 10.88 9.518 -0.001 -0.003 0.004
Si 10.89 13.614 9.527 0.013 -0.022 0.011
Si 14.946 14.96 10.882 -0.005 0.002 0
Si 1.349 17.677 10.877 0.003 0.009 -0.008
Si 14.961 4.092 10.884 0.007 -0.007 -0.001
Si 1.36 6.8 10.878 0.014 0.003 -0.008
Si 14.95 9.516 10.886 0.002 0.005 -0.004
Si 1.363 12.253 10.874 -0.005 -0.008 -0.004
Si 4.087 14.968 10.885 0.001 -0.003 -0.002
Si 6.807 17.678 10.879 -0.003 0 -0.01
Si 4.083 4.079 10.893 -0.003 0 0
Si 6.816 6.805 10.88 -0.001 -0.006 -0.004
Si 4.077 9.518 10.886 -0.008 -0.003 0.002
Si 6.801 12.228 10.881 0.004 0.008 -0.005
Si 9.518 14.957 10.889 -0.01 -0.001 -0.005
Si 12.247 17.685 10.878 0.001 -0.014 -0.008
Si 9.522 4.071 10.881 0.005 0.004 -0.001
Si 12.235 6.791 10.88 0.007 0.01 -0.001
Si 9.527 9.524 10.887 0.002 -0.008 0.003
Si 12.231 12.238 10.88 -0.006 0.008 0.005
Si -0.01 16.316 12.239 -0.008 -0.017 -0.003
Si 2.714 2.712 12.232 -0.008 -0.016 0.001
Si -0.001 5.461 12.246 0.022 0.019 -0.003
Si 2.715 8.151 12.243 -0.021 -0.019 0.001
Si 0.004 10.884 12.223 0.01 0.007 0.004
Si 2.726 13.605 12.243 0.016 0.022 -0.002
Si 5.455 16.325 12.244 0.009 0.017 -0.006
Si 8.159 2.715 12.243 -0.017 -0.014 -0.01
Si 5.454 5.451 12.235 0.002 0.011 0.002
Si 8.171 8.166 12.249 0.011 0.024 -0.003
Si 5.444 10.866 12.252 -0.008 -0.019 -0.001
Si 8.16 13.581 12.242 0 -0.018 0.004
Si 10.884 16.326 12.233 0.01 0.008 0.001
Si 13.604 2.734 12.242 0.016 0.028 -0.003
Si 10.873 5.434 12.245 -0.027 -0.026 0.001
Si 13.586 8.155 12.243 -0.007 -0.014 0.008
Si 10.885 10.885 12.252 0.014 0.029 -0.006
Si 13.581 13.591 12.238 -0.012 -0.034 -0.005
O 13.896 11.82 32.921 0.121 -0.209 -0.19
O 15.002 21.44 30.139 0.362 -0.434 0.091
O 13.681 16.305 21.778 0.095 -0.058 0.235
O 9.113 5.226 23.664 0.28 0.333 0.202
O 1.15 17.193 22.465 -0.413 -0.173 0.016
O -0.231 19.274 21.682 -0.3 -0.068 0.324
O 13.981 5.05 21.805 -0.322 0.02 0.315
O 0.062 8.326 21.77 0.002 0.281 0.133
O 14.396 9.185 23.332 -0.315 -0.311 0.153
O 13.76 11.298 21.955 0.339 0.185 0.16
O 4.542 20.657 21.985 -0.023 0.557 -0.207
O -0.391 17.865 28.207 -0.003 -0.517 0.521
O 1.213 12.237 22.15 -0.476 -0.465 0.007
O 11.014 19.118 21.651 0.253 0.112 0.113
O 8.798 8.496 24.176 0.042 -0.578 0.314
O 6.319 12.148 21.744 -0.154 -0.46 -0.442
O 6.835 14.198 25.577 0.079 -0.386 0.002
O 2.304 10.456 23.657 -0.067 0.123 0.304
O 2.718 9.624 28.595 0.374 0.099 0.306
O 3.06 17.923 31.55 0.099 0.04 -0.075
O 12.199 15.121 26.423 -0.118 -0.11 -0.174
O 0.154 9.093 28.904 -0.079 -0.379 0.48
O 0.659 8.843 32.861 0.336 0.141 -0.306
O 9.258 11.563 27.959 0.071 -0.392 0.078
O 3.503 16.774 27.666 -0.095 -0.031 -0.172
O 8.17 19.423 32.799 0.092 -0.054 0.277
O 7.246 7.31 33.679 0.092 -0.025 -0.255
O 14.505 20.661 24.344 -0.214 0.195 0.339
O 14.607 18.659 26.08 -0.133 0.398 0.347
O 5.684 18.917 33.221 -0.46 -0.199 -0.563
O 6.741 17.835 31.114 -0.146 0.428 -0.323
O 2.945 12.36 30.116 -0.042 -0.208 -0.27
O 4.8 16.012 32.533 0.319 0.311 0.014
O 5.138 6.747 24.137 0.245 -0.053 0.266
O 2.365 15.481 32.185 0.279 -0.477 -0.3
O 6.569 9.003 28.266 0.421 0.079 -0.053
O 6.819 15.097 31.291 0.572 -0.192 0.077
O 8.743 18.396 27.824 -0.18 0.117 -0.008
O 11.317 8.177 24.609 0.314 0.154 0.437
O 14.111 14.346 32.104 0.248 -0.256 -0.149
O 10.373 10.505 23.742 -0.35 0.169 -0.31
O 6.997 20.274 22.859 0.073 -0.297 0.264
O -0.214 15.954 31.986 0.122 0.349 0.13
O 10.813 19.589 24.182 0.54 0.057 0.325
O 2.248 9.292 26.051 -0.21 -0.262 0.137
O 5.168 18.625 23.628 -0.058 0.341 0.285
O 3.844 12.326 22.721 -0.113 0.086 0.416
O 9.264 17.689 23.02 -0.408 0.117 0.246
O -0.092 11.23 27.435 -0.287 -0.067 -0.022
O 11.452 22.218 28.893 -0.381 0.201 -0.108
O 13.052 6.769 30.83 -0.324 -0.072 0.172
O 14.339 13.675 25.647 -0.133 -0.41 0.459
O 4.624 10.129 26.806 0.073 0.171 -0.465
O 8.764 12.789 22.482 -0.293 0.314 0.426
O 8.617 20.983 28.429 0.159 0.307 -0.093
O 10.744 13.633 27.958 -0.302 0.01 0.579
O 7.664 13.776 28.082 0.344 0.269 0.115
O -0.75 7.414 31.228 -0.15 0.652 -0.196
O 5.303 9.021 32.95 -0.356 -0.044 -0.079
O 7.355 16.21 27.098 -0.206 0.416 -0.206
O 2.513 11.698 26.932 0.448 0.482 0.093
O 1.868 14.7 22.578 0.206 -0.385 0.565
O 11.773 19.286 32.707 0.224 0.275 -0.333
O 2.879 5.388 23.721 -0.573 -0.007 0.23
O 0.227 18.986 24.222 0.216 0.03 0.434
O 3.686 16.584 22.954 0.341 -0.144 -0.147
O 7.542 20.979 30.791 -0.526 -0.069 0.255
O 13.627 15.748 24.318 0.249 -0.483 -0.35
O 12.737 6.198 23.686 -0.437 -0.096 -0.301
O 7.469 10.658 23.476 -0.206 0.164 0.223
O 9.739 10.388 30.881 0.033 0.224 -0.221
O 5.216 8.264 21.915 -0.37 -0.067 0.09
O 14.403 21.907 32.742 0.302 -0.545 -0.078
O 15.259 11.547 24.218 0.284 -0.255 0.115
O 7.244 9.781 31.359 0.254 -0.543 0.017
O 14.008 16.434 30.405 0.154 0.013 -0.496
O 4.627 7.293 28.115 -0.035 0.092 -0.07
O 7.163 6.599 22.485 -0.052 0.067 -0.043
O 0.406 8.699 24.346 -0.338 -0.048 0.57
O 1.02 20.019 33.138 -0.531 -0.191 -0.476
O 2.232 19.558 22.482 0.102 -0.311 0.15
O 12.845 8.051 28.562 -0.148 0.652 0.242
O 1.838 18.811 27.195 -0.229 0.315 -0.103
O 7.589 15.774 23.559 0.086 0.002 0.152
O 3.304 6.435 26.046 -0.125 -0.282 0.013
O 1.272 22.584 32.411 -0.211 -0.069 0.419
O 5.395 16.366 29.489 -0.037 0.278 0.177
O 8.161 16.434 29.494 0.258 -0.272 0.534
O 4.784 13.425 31.639 -0.092 -0.096 -0.039
O 10.952 9.06 32.801 -0.342 0.024 -0.186
O -0.097 20.466 28.055 0.257 0.16 -0.189
O 3.039 11.73 32.708 -0.068 -0.1 -0.429
O 9.056 21.836 32.793 0.565 0.163 -0.313
O 12.373 20.195 30.239 0.53 0.284 0.018
O -0.439 13.925 23.488 -0.461 0.507 0.019
O 10.962 19.855 27.938 0.307 -0.384 -0.1
O 12.686 7.293 33.754 0.076 0.025 -0.366
O 13.529 20.756 28.022 0.041 -0.117 -0.58
O 13.835 16.887 32.897 -0.156 0.21 -0.405
O 12.787 11.05 24.376 0.122 0.085 0.579
O 2.761 20.608 31.343 0.171 0.428 -0.505
O 2.883 7.963 23.899 -0.035 0.176 -0.603
O 5.189 14.682 27.575 -0.181 -0.445 -0.289
O 11.079 13.028 23.693 0.497 0.44 0.391
O 5.557 14.141 23.334 -0.005 0.189 0.249
O 14.18 18.199 23.52 -0.152 0.257 -0.134
O 9.931 15.421 33.685 -0.128 0.161 -0.374
O 7.801 12.003 30.059 -0.317 0.527 0.02
O 1.967 7.153 28.218 -0.37 -0.456 0.129
O 3.239 17.763 25.236 -0.45 0.115 -0.092
O 6.042 20.585 28.603 0.159 -0.318 -0.358
O 14.654 9.097 27.088 0.108 0.152 -0.466
O 5.312 8.26 30.45 -0.342 -0.168 0.266
O 10.514 8.426 22.093 0.297 -0.158 0.151
O 9.879 15.144 22.467 0.332 0.215 -0.041
O 11.773 17.268 23.352 -0.075 -0.45 0.315
O 9.942 19.909 30.996 -0.025 -0.122 -0.52
O 5.401 16.289 24.865 -0.123 0.014 0.665
O 4.46 19.17 27.042 0.567 0.18 -0.413
O 8.371 11.776 32.648 0.336 0.195 -0.191
O 12.923 12.55 30.617 -0.016 0.46 -0.284
O 11.983 15.636 29.031 -0.004 -0.406 0.099
O 6.945 9.574 25.759 0.36 0.059 0.189
O 13.141 7.105 26.118 0.364 -0.075 -0.216
O 10.813 8.026 30.328 -0.39 -0.363 -0.193
O 9.952 16.106 27.478 0.173 0.072 -0.399
O 6.978 6.621 29.178 0.233 0.298 0.063
O 3.167 14.847 29.339 -0.142 0.293 0.319
O 1.397 19.006 29.768 -0.205 0.083 0.329
O 0.567 13.023 25.731 0.464 0.26 -0.091
O 1.784 8.137 30.636 0.537 0.236 0.123
O 12.35 10.049 30.778 0.477 -0.074 0.448
O 6.676 11.485 27.636 -0.438 0.462 -0.035
O 15.297 6.669 23.466 0.212 -0.156 0.101
O 7.707 16.996 33.344 -0.272 -0.274 0.078
O 4.056 19.192 29.597 0.42 -0.54 0.228
O 0.983 13.936 30.775 -0.492 -0.225 -0.204
O 14.61 16.096 26.75 0.299 -0.291 0.316
O 11.786 13.523 32.912 -0.121 -0.343 -0.175
O 9.129 20.24 26.015 -0.467 0.077 -0.069
O 4.848 10.819 31.052 0.247 -0.144 -0.252
O 13.299 17.798 28.295 -0.395 0.287 0.063
O 10.975 11.803 26.038 -0.181 -0.096 0.006
O 14.992 6.562 27.896 0.348 0.013 -0.067
O 11.658 17.78 30.487 -0.246 -0.251 -0.05
O 14.357 10.736 29.201 0.163 0.179 -0.056
O 11.886 11.334 28.487 0.242 -0.083 -0.09
O 3.472 21.301 28.228 -0.293 0.004 0.289
O 1.208 13.398 28.304 -0.365 0.286 0.05
O 10.981 5.652 25.468 -0.109 -0.061 0.617

Results
total energy: -104288.068 eV
total energy less fixed offsets of O -438.35, Si -107.03 eV per atom: -4.768 eV
